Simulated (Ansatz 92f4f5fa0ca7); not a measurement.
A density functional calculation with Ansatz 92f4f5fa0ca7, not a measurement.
Periodic cell of 213 atoms, Si132O80H1, from a study of silicon, its oxide and their interface. The atomic structure is a simulated model.
Doubt: the cutoff is far below the 930 eV that the study's wrapper takes by default for these files, so forces and energies are approximate.
This geometry differs little from another in the collection (a relaxation step or a small displacement).

Settings: functional PBE; potential files Ansatz PAW; basis plane waves; wave-function cutoff 580 eV; density cutoff ratio 5; exchange-correlation grid ratio 1; k mesh 1 x 1 x 1, Gamma-centred; self-consistency stop 5e-08 eV per atom in the density residual; occupations fixed; spin none; net charge +1 e, with a uniform compensating background and no finite-size correction.

Cell vectors (angstrom)
a 10.938 0 0
b 0 10.938 0
c 0 0 31.1974

Atoms and the computed forces on them: element, x, y, z (angstrom), force x, y, z (eV/angstrom)
Si -0.4873 0.2938 23.8309 0.0653 -0.0541 -0.0693
Si 6.1586 -0.4467 23.6032 -0.0757 0.0967 -0.118
Si 2.2489 3.2404 23.9084 0.0058 0.0144 -0.0698
Si 8.8192 2.15 23.9339 -0.0498 0.0785 -0.0827
Si 0.4379 4.8565 24.0237 0.0137 -0.0146 -0.0891
Si 5.0993 5.9857 23.6667 0.0778 -0.038 -0.071
Si 3.3312 7.714 23.7913 -0.0612 -0.0147 -0.0777
Si 7.9134 8.7443 23.7911 0.0991 -0.1026 -0.0764
Si 1.3732 1.3092 24.9567 -0.0131 -0.0459 0.0096
Si 6.9181 1.2902 25.0295 -0.0237 0.043 0.0183
Si 4.1514 4.1674 24.956 0.0121 0.0137 0.0155
Si 9.6037 3.9721 25.2054 -0.0393 0.0069 0.0292
Si 1.4533 6.7901 24.9918 0.0009 0.0273 0.0318
Si 6.8784 6.9016 24.9442 0.0052 -0.0142 -0.0047
Si 4.2854 9.5576 24.9013 0.027 0.0726 0.0368
Si 9.5397 9.6126 25.2446 0.0143 -0.0103 -0.002
Si 2.8043 -0.0483 26.3045 -0.0016 -0.0033 -0.0065
Si 8.1794 0.0184 26.5392 -0.0087 0.0033 -0.0232
Si 0.0769 2.6327 26.4903 0.0242 0.0091 -0.0473
Si 5.4926 2.7242 26.3266 -0.007 -0.009 -0.0052
Si 2.7731 5.4452 26.435 0.0028 0.0247 -0.0496
Si 8.1926 5.4739 26.3704 -0.0033 0.0035 -0.0099
Si 0.0505 8.1605 26.3886 0.0092 -0.0187 -0.0267
Si 5.5231 8.1998 26.4122 -0.0084 -0.0113 -0.0232
Si 4.1018 1.3673 27.7791 0.055 -0.0093 -0.6747
Si 9.5708 1.3673 27.7791 0.0992 -0.0255 0.8943
Si 1.3673 4.1018 27.7791 0.3147 -0.1831 0.2756
Si 6.8362 4.1018 27.7791 -0.0921 -0.0041 -0.415
Si 4.1018 6.8362 27.7791 0.1637 0.1467 0.0586
Si 9.5708 6.8362 27.7791 0.0717 -0.1145 -0.314
Si 1.3673 9.5708 27.7791 0.3585 -0.0413 -0.4828
Si 6.8362 9.5708 27.7791 -0.2018 -0.1909 0.698
Si 0 0 29.1464 -0.1202 0.0587 0.0313
Si 5.469 0 29.1464 -0.0067 -0.0852 0.0314
Si 2.7345 2.7345 29.1464 -0.0277 0.1038 0.0287
Si 8.2035 2.7345 29.1464 0.1333 0.0424 0.0225
Si 0 5.469 29.1464 -0.0656 -0.0437 -0.0118
Si 5.469 5.469 29.1464 -0.0483 0.0325 0.0035
Si 2.7345 8.2035 29.1464 0.0573 0.0638 0.0121
Si 8.2035 8.2035 29.1464 -0.0439 0.094 0.0161
Si 1.3673 1.3673 30.5136 0.0224 -0.0537 -0.0043
Si 6.8362 1.3673 30.5136 -0.0079 0.0367 -0.0476
Si 4.1018 4.1018 30.5136 0.043 -0.032 0.0105
Si 9.5708 4.1018 30.5136 -0.0165 0.0091 -0.0105
Si 1.3673 6.8362 30.5136 0.0086 -0.0158 -0.0422
Si 6.8362 6.8362 30.5136 0.0647 -0.0584 -0.0078
Si 4.1018 9.5708 30.5136 -0.0531 0.0065 -0.0149
Si 9.5708 9.5708 30.5136 0.0849 -0.0927 -0.0002
Si 2.7345 0 0.6835 0.0377 -0.0084 0.0262
Si 8.2035 0 0.6835 -0.0671 0.0628 -0.0037
Si 0 2.7345 0.6835 -0.0469 0.0227 -0.0104
Si 5.469 2.7345 0.6835 0.0396 -0.0313 0.0186
Si 2.7345 5.469 0.6835 -0.0345 0.0249 0.0075
Si 8.2035 5.469 0.6835 0.0223 0.0177 0.0384
Si 0 8.2035 0.6835 -0.0092 -0.0032 0.0257
Si 5.469 8.2035 0.6835 -0.0801 0.116 -0.0192
Si 4.1018 1.3673 2.0507 -0.0122 0.0281 -0.0124
Si 9.5708 1.3673 2.0507 0.1102 0.0059 -0.0155
Si 1.3673 4.1018 2.0507 0.0073 -0.0272 0.0204
Si 6.8362 4.1018 2.0507 -0.0255 0.0027 0.0173
Si 4.1018 6.8362 2.0507 0.0712 -0.0433 -0.0317
Si 9.5708 6.8362 2.0507 -0.0212 0.0131 0.0205
Si 1.3673 9.5708 2.0507 -0.1169 -0.0993 0.013
Si 6.8362 9.5708 2.0507 0.085 -0.1174 -0.0592
Si 0 0 3.418 -0.1111 0.1181 -0.3068
Si 5.469 0 3.418 -0.1357 0.2593 0.6091
Si 2.7345 2.7345 3.418 0.2052 -0.1286 -0.1442
Si 8.2035 2.7345 3.418 0.0161 -0.0183 0.5662
Si 0 5.469 3.418 0.0033 -0.0657 0.266
Si 5.469 5.469 3.418 -0.2435 0.013 -0.4459
Si 2.7345 8.2035 3.418 -0.1333 -0.06 0.5147
Si 8.2035 8.2035 3.418 -0.2864 0.2402 -0.9028
Si 1.3822 1.3457 4.7639 -0.0147 -0.0066 0.0255
Si 6.7964 1.4307 4.8786 0.0212 -0.0143 0.0343
Si 4.0826 4.1352 4.7719 -0.0172 -0.0236 0.0153
Si 9.5997 4.0998 4.8414 -0.0085 -0.0253 0.0039
Si 1.3502 6.8016 4.8453 0.0264 -0.0067 0.0023
Si 6.7834 6.9045 4.6895 -0.0351 -0.0632 0.0253
Si 4.0449 9.6094 4.8453 -0.0221 -0.0046 0.0201
Si 9.4455 9.6507 4.7025 0.0755 0.0317 0.0381
Si 2.6741 0.0285 6.2833 0.0375 -0.0197 -0.0365
Si 8.1369 -0.003 6.2405 -0.058 0.0303 -0.0256
Si 0.0715 2.6813 6.1982 -0.0313 0.0258 -0.0275
Si 5.4728 2.9101 6.2539 0.0797 0.0302 -0.0166
Si 2.6712 5.3398 6.2557 -0.0279 -0.0057 -0.0038
Si 8.1558 5.5749 6.0537 0.1148 0.0698 0.018
Si -0.1189 8.2801 6.0049 0.0114 -0.0337 -0.0165
Si 5.3847 8.1582 6.1268 0.0067 0.0442 -0.0327
Si 3.7616 1.8124 7.4433 0.0974 -0.1116 0.1155
Si 10.0308 0.8961 7.3632 -0.0191 0.0103 0.0305
Si 1.8571 3.4482 7.601 -0.0915 0.0727 0.0436
Si 6.386 4.9266 7.4178 0.0289 -0.0439 0.0007
Si 4.4412 6.3761 7.376 -0.1041 0.0375 0.0904
Si 8.9113 7.5194 7.1908 -0.1413 0.0253 -0.4939
Si 0.6978 10.0169 7.3122 0.009 -0.0083 0.0007
Si 7.0819 9.1243 7.4212 -0.0151 -0.034 0.0754
O 0.5413 9.2075 8.8099 -0.2128 -0.0835 0.0025
O 1.22 3.6663 9.1618 0.0248 -0.0363 -0.1096
O 9.781 1.3056 8.978 -0.0029 -0.0471 -0.0106
O 6.5724 9.195 9.0187 0.0955 -0.0557 -0.093
O 4.5558 1.211 8.7893 -0.0672 0.051 -0.0859
O 3.8669 6.7101 8.9076 0.0524 -0.0393 -0.0936
O 7.0941 5.3812 8.911 0.1328 0.176 0.0233
O 9.1921 7.3371 8.9996 0.0575 -0.024 0.3776
O 2.2885 3.2124 22.2122 -0.019 0.0307 0.076
O 6.0189 11.0844 22.0303 0.0288 -0.0888 0.1428
O 8.4503 2.689 22.4166 0.0415 -0.0682 0.077
O 0.0307 4.6698 22.3828 0.0328 -0.002 0.069
O 8.7411 8.4524 22.3542 -0.0573 0.0381 0.1016
O 2.8973 8.1878 22.2476 0.0166 -0.0252 0.0692
O 5.664 5.6708 22.1179 -0.0615 0.0514 0.1087
O 10.6016 10.4317 22.3498 -0.0285 0.0303 0.0791
Si 1.3656 4.3574 21.4588 -0.0127 -0.0444 -0.0553
Si 1.5333 3.7187 15.7339 -0.0133 -0.0078 0.1101
Si 8.7573 0.5921 10.032 -0.0262 0.1497 0.0325
Si 6.2271 0.8325 20.5582 -0.0376 0.014 -0.0837
Si 0.3604 13.3884 19.3881 -0.0295 -0.0699 -0.0839
Si 4.079 6.807 10.5207 -0.0058 -0.0014 0.0929
Si 10.1034 9.0345 21.6266 -0.0388 0.0488 -0.0307
Si 3.6586 7.5756 19.044 0.0741 0.0295 -0.0838
Si 8.6396 5.454 19.4335 -0.0213 0.0117 -0.0664
Si 5.1196 14.0877 19.0815 -0.0134 -0.0112 -0.0502
Si 0.2307 10.6272 14.6742 0.0072 0.0007 0.1172
Si 6.0192 9.3175 10.5664 -0.0765 -0.0018 0.1017
Si -2.4296 1.8968 12.9743 -0.0263 0.0549 0.274
Si 4.8433 10.2596 18.1546 -0.0347 -0.0103 0.023
Si 8.319 0.1456 15.4059 -0.0078 0.0059 0.0889
Si 6.2045 3.6325 13.9901 -0.0038 -0.025 0.1727
Si 12.7772 7.3827 21.2934 0.0018 0.0202 -0.0929
Si -3.7347 8.6952 16.7408 0.0046 -0.0189 0.0638
Si 0.5785 2.3179 13.2716 -0.0027 0.0114 0.183
Si 5.963 6.615 14.8535 -0.0157 0.0024 0.1667
Si 3.1982 6.3708 16.2982 0.0022 0.0091 0.0863
Si 7.0319 13.4092 16.5704 -0.0003 0.0241 0.0636
Si 1.534 3.7164 10.7798 0.051 0.0303 0.1028
Si 8.3059 5.9814 9.8254 -0.3269 -0.5471 0.2639
Si 1.102 6.7491 11.6082 0.1318 -0.0826 0.231
Si 7.5266 7.6454 12.4072 -0.0364 0.0986 0.3396
Si 8.818 2.508 20.8519 0.0119 0.0072 -0.0857
Si 2.7874 12.7022 17.8068 0.0217 -0.0063 0.0514
Si 5.7142 5.8906 20.4981 0.0033 -0.0204 -0.0777
Si 5.6899 1.2278 9.9616 -0.0576 0.0103 0.0947
Si 4.6357 3.8329 11.4314 -0.0567 0.0152 0.1807
Si -0.5424 7.9472 13.7829 0.0225 0.0036 0.1615
Si -0.7022 8.6427 9.7032 0.5069 0.333 0.3756
Si -1.2543 3.8341 17.1061 0.028 -0.0179 0.0489
Si 0.6431 8.3208 16.3698 -0.0187 -0.0227 0.094
Si -1.3235 8.2112 18.8391 -0.0211 -0.0269 -0.0853
O 4.8681 3.6706 13.042 -0.0032 0.0093 -0.1222
O 9.2542 -1.028 10.0684 0.0247 -0.2442 -0.1228
O 1.9855 7.4369 16.2609 0.0004 0.0107 -0.0357
O 1.4155 3.4293 14.1254 -0.0192 -0.0237 -0.103
O 8.2136 8.4606 18.0101 -0.0179 0.0138 0.0009
O 5.102 4.6188 19.7201 -0.0182 -0.0238 0.0278
O 0.9625 5.1622 11.2805 -0.0308 0.0003 -0.0573
O 2.1524 5.7845 21.507 -0.0004 0.0117 0.0185
O 0.0467 4.2538 16.211 0.0111 -0.0143 -0.0304
O 4.8237 5.4269 11.0414 -0.0062 0.002 -0.0595
O -1.288 6.7419 19.5974 0.0228 0.0004 0.0449
O 6.3005 7.3832 13.4452 0.038 0.0151 -0.1371
O 3.685 3.0073 18.3458 0.0077 0.0047 0.0333
O 5.8514 9.552 17.0817 0.0133 0.0074 -0.0184
O 8.9443 7.574 13.181 -0.0486 -0.0149 -0.1215
O 5.593 2.7014 10.6942 0.0299 -0.039 -0.0928
O 11.2871 7.8951 21.7111 0.0347 -0.0376 0.0199
O 6.3341 13.8608 17.9768 0.0074 -0.0084 -0.0119
O -3.7279 9.0727 11.6707 0.0234 -0.0099 -0.0782
O 0.8468 2.5299 11.6658 -0.0073 -0.0076 -0.0825
O 7.483 11.8358 16.5987 0.005 0.0111 -0.0182
O -0.6629 2.7198 18.1442 0.0023 0.0062 0.0013
O 6.0032 2.6776 15.3051 -0.0047 0.0126 -0.0701
O 10.3263 1.8898 20.5862 0.0184 -0.0029 0.0312
O 4.8277 7.2047 20.1221 -0.0235 0.0131 0.0279
O 5.3868 -0.128 10.8544 0.0121 0.0419 -0.0697
O 5.2404 2.1181 20.3453 -0.016 0.024 0.0328
O 9.9348 11.286 15.5343 0.018 -0.0055 -0.0414
O -3.0268 11.6482 13.9287 0.0189 0.0084 -0.127
O 3.8136 6.515 17.8056 -0.0191 0.0023 0.0083
O 9.3789 4.8109 10.1528 0.1432 0.2323 -0.3477
O 7.6642 6.5376 11.1925 0.1265 -0.0156 -0.2556
O 1.0118 14.8021 19.9447 0.0322 0.0788 0.0554
O 3.8545 11.4625 17.579 0.0046 -0.0106 -0.001
O -2.9697 9.5044 15.5396 0.01 0.0196 -0.057
O 2.1676 7.5867 19.716 -0.0224 -0.0071 0.0528
O 7.4296 3.1216 13.0239 0.0276 -0.0193 -0.1054
O 8.4455 3.2336 16.2254 -0.0194 -0.0099 -0.0233
O -1.989 16.0131 17.8691 0.0029 -0.0095 0.0059
O 0.6801 7.0396 13.1528 0.004 -0.0019 -0.1303
O 8.768 4.0356 20.2437 0.0014 -0.0242 0.0426
O 7.2098 6.0877 19.8859 0.002 0.0112 0.035
O -4.162 7.2492 16.1168 -0.0064 -0.0039 -0.0361
O 3.1215 3.4879 10.9851 0.0063 -0.0028 -0.0458
O 2.6384 4.8729 16.0078 -0.0026 0.0062 -0.0392
O 4.3588 6.6785 15.1791 0.0131 0 -0.0618
O 10.9545 7.7261 10.8309 -0.3363 0.124 -0.3631
O 11.9635 11.7757 13.8302 -0.0086 0.0048 -0.0779
O 5.799 10.7103 19.3976 0.0063 -0.0125 0.0102
O -0.0346 8.3833 17.8421 0.0101 0.0114 0.0059
O 2.6475 7.1098 11.258 -0.002 -0.0081 -0.0711
O -0.2904 -1.3872 13.5391 -0.0066 0.0043 -0.0811
O 2.0317 24.1982 16.4565 -0.0165 0.0207 -0.0418
O 7.7498 1.3961 20.2826 0.0157 0.0044 0.0471
O 1.5783 12.3932 18.9021 -0.0028 0.0166 0.0102
O -4.4395 5.1 14.618 0.0012 0.0044 -0.0677
O -3.6919 0.9578 9.4486 0.0417 -0.0224 -0.0435
O 9.7627 9.3119 20.0464 0.0171 0.0142 0.0701
O -5.9933 8.1372 10.8396 0.0149 0.0076 -0.0571
O 1.0987 9.8023 15.792 -0.0187 0.0259 -0.056
O -1.0218 2.5038 13.5152 -0.0049 -0.0115 -0.088
O 3.7938 9.1187 18.5926 -0.0129 -0.0262 0.0134
O -0.5012 7.6676 15.3865 0.0026 0.0016 -0.0755
O 8.8009 1.2354 11.5116 0.0165 -0.0494 -0.136
H 10.0857 4.5792 9.5182 -0.1865 0.0071 0.1832

Results
free energy: -129428.425 eV
free energy less fixed offsets of H -15.97, O -568.88, Si -635.61 eV per atom: -1.535 eV

The program warned: the cutoff lies below the one the program advises for these potential files; the exchange-correlation potential is rough where the density is thin.
